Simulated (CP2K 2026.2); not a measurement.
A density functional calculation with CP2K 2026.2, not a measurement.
Periodic cell of 504 atoms, Si360O144, from a study of silicon, its oxide and their interface. The atomic structure is a simulated model.
Doubt: the forces sum to 2.35 eV/angstrom along one axis rather than to zero, so they err by at least 0.0047 eV/angstrom per atom on average; the grid cutoff is modest.

Settings: functional PBE; method Gaussian and plane waves; basis set DZVP-MOLOPT-SR-GTH; pseudopotentials GTH-PBE; grid cutoff 350 Ry, relative cutoff 50 Ry; k points Gamma only; occupations fixed; spin none; net charge 0.

Cell vectors (angstrom)
a	16.32	0	0
b	0	16.32	0
c	-2.552	-1.4654	33.8478

Atoms and the computed forces on them: element, x, y, z (angstrom), force x, y, z (eV/angstrom)
Si	1.004	15.185	0.092	0.175	-0.062	0.739
Si	3.833	1.635	0.021	0.023	-0.205	0.703
Si	-1	2.345	33.768	-0.153	0.166	0.707
Si	1.817	5.051	33.805	-0.184	0.146	0.72
Si	1.044	9.87	0.02	0.122	-0.087	0.704
Si	1.732	10.68	33.749	-0.182	0.153	0.726
Si	7.184	14.736	0.221	-0.154	0.068	0.804
Si	9.886	1.085	0.073	-0.137	0.162	0.74
Si	6.532	4.203	0.105	0.203	-0.092	0.736
Si	9.778	6.297	0.131	-0.014	0.229	0.716
Si	3.928	8.383	33.662	0.215	-0.211	0.768
Si	9.33	12.453	0.091	0.191	-0.229	0.775
Si	12.097	15.168	0.116	0.126	-0.223	0.776
Si	15.121	1.066	0.078	-0.077	0.226	0.761
Si	12.216	4.377	0.237	-0.021	-0.228	0.647
Si	14.636	7.165	0.086	0.231	-0.149	0.763
Si	12.438	9.331	0.336	-0.171	-0.007	0.767
Si	15.063	12.019	0.006	-0.145	0.232	0.744
Si	2.672	0.02	1.294	-0.025	0.008	-0.046
Si	5.37	2.7	1.431	-0.017	-0.018	-0.063
Si	2.702	5.425	1.232	0.001	-0.028	-0.054
Si	5.452	8.195	1.197	0.008	0.009	-0.033
Si	2.708	10.979	1.251	0.032	-0.008	-0.039
Si	5.455	13.615	1.333	0.008	-0.012	-0.069
Si	8.284	0.033	1.461	0.033	-0.004	-0.061
Si	10.985	2.706	1.371	0.003	0.017	-0.044
Si	8.164	5.281	1.449	-0.035	0.014	-0.038
Si	10.798	8.061	1.379	-0.008	-0.016	-0.047
Si	8.089	10.857	1.273	0	-0.009	-0.072
Si	10.93	13.576	1.384	-0.015	0.02	-0.033
Si	13.617	-0.03	1.481	-0.005	-0.003	-0.056
Si	-0.018	2.71	1.297	-0.006	-0.014	-0.058
Si	13.638	5.601	1.542	0.012	0.004	-0.049
Si	-0.016	8.237	1.345	-0.005	0.02	-0.081
Si	13.65	10.891	1.524	0.012	-0.008	-0.052
Si	16.207	13.594	1.372	-0.001	-0.027	-0.043
Si	1.334	1.366	2.711	-0.003	0.005	0.031
Si	4.019	4.109	2.728	-0.028	0.003	0.032
Si	1.364	6.805	2.616	0.011	0.008	0.003
Si	4.049	9.524	2.594	0.007	0.006	0.008
Si	1.365	12.293	2.683	0.001	0	0.022
Si	4.066	14.989	2.65	-0.005	-0.009	0.004
Si	6.806	1.354	2.727	0.007	0.002	0.005
Si	9.544	3.964	2.784	0.029	-0.005	0.014
Si	6.819	6.837	2.641	-0.023	-0.01	-0.001
Si	9.447	9.493	2.659	0.013	0.017	0.021
Si	6.781	12.221	2.704	0.026	0.015	0.054
Si	9.6	14.947	2.798	-0.001	-0.01	0.05
Si	12.293	1.379	2.792	-0.009	0.009	0.035
Si	15.005	4.101	2.708	-0.006	-0.022	0.015
Si	12.193	6.855	2.861	-0.012	0.018	0.04
Si	15.012	9.531	2.831	-0.012	-0.024	0.047
Si	12.244	12.246	2.786	-0.011	0.004	0.016
Si	14.916	14.901	2.815	0.008	-0.001	0.04
Si	-0.003	-0.01	4.089	0.01	0.019	-0.014
Si	2.689	2.726	4.086	0.004	0	-0.014
Si	0.04	5.458	4.051	-0.004	0.019	-0.005
Si	2.722	8.162	3.998	0	0.014	0.008
Si	0.064	10.914	4.11	-0.01	0.007	-0.006
Si	2.725	13.636	4.046	-0.005	-0.003	0.005
Si	5.432	-0.012	4.052	-0.004	0.003	0.001
Si	8.15	2.675	4.133	0.025	-0.015	0.015
Si	5.433	5.482	4.023	0.007	-0.006	-0.01
Si	8.135	8.158	4.071	-0.003	-0.014	0
Si	5.405	10.855	4.028	-0.004	-0.005	-0.019
Si	8.16	13.582	4.075	-0.007	-0.003	-0.012
Si	10.928	0.006	4.145	-0.003	-0.016	-0.009
Si	13.646	2.759	4.105	-0.003	-0.006	0.012
Si	10.863	5.402	4.129	-0.002	0.002	-0.011
Si	13.595	8.202	4.165	-0.009	0.016	-0.006
Si	10.836	10.851	4.047	-0.012	-0.015	0.001
Si	13.573	13.58	4.179	0.007	0	0.007
Si	1.349	14.953	16.262	0.003	-0.001	-0.023
Si	4.061	1.373	16.295	-0.004	-0.007	-0.01
Si	1.376	4.077	16.333	0.003	0	-0.003
Si	4.074	6.774	16.321	-0.003	0.003	-0.008
Si	1.347	9.495	16.33	-0.002	-0.014	-0.004
Si	4.083	12.216	16.294	-0.015	0.012	-0.008
Si	6.825	14.969	16.307	0.015	0.007	-0.014
Si	9.517	1.37	16.301	-0.002	-0.002	-0.013
Si	6.808	4.133	16.302	0.001	0.014	-0.012
Si	9.537	6.805	16.345	0.001	0	-0.007
Si	6.811	9.518	16.327	0.003	0.004	-0.001
Si	9.52	12.24	16.342	0	0.017	-0.007
Si	12.246	14.963	16.328	-0.006	0.019	-0.007
Si	14.94	1.341	16.322	0.007	-0.027	-0.007
Si	12.23	4.106	16.338	0.003	-0.002	-0.011
Si	14.956	6.819	16.325	-0.009	-0.006	-0.006
Si	12.241	9.5	16.344	0.001	-0.001	-0.005
Si	14.956	12.206	16.321	-0.011	0.007	-0.003
Si	2.705	-0.029	17.621	0	0.013	0.017
Si	5.374	2.822	17.605	-0.011	0.012	-0.029
Si	2.725	5.434	17.73	0.003	-0.009	-0.001
Si	5.439	8.141	17.65	-0.013	-0.012	0.007
Si	2.706	10.872	17.656	0.014	0.004	0.017
Si	5.497	13.547	17.618	0.007	0.005	-0.028
Si	8.152	0.044	17.676	-0.009	-0.021	0.016
Si	10.861	2.726	17.67	-0.013	0.014	-0.001
Si	8.191	5.444	17.707	0	-0.005	0.023
Si	10.887	8.155	17.735	0.02	-0.011	0
Si	8.176	10.863	17.712	-0.011	-0.012	0.007
Si	10.879	13.619	17.686	-0.009	-0.002	0.015
Si	13.578	0.003	17.721	-0.013	0.006	0.006
Si	0.021	2.677	17.647	-0.007	-0.008	0.009
Si	13.577	5.499	17.687	-0.005	0.003	0.011
Si	0.001	8.136	17.722	-0.011	0.009	-0.002
Si	13.621	10.829	17.702	0.024	0.013	0.004
Si	0.006	13.598	17.626	0.02	0.003	-0.001
Si	1.36	1.295	19.029	0.004	0.001	-0.025
Si	4.057	4.069	19.122	-0.006	-0.008	0
Si	1.385	6.804	19.099	-0.01	0.011	-0.006
Si	4.09	9.517	18.989	0.003	-0.016	-0.039
Si	1.325	12.233	19	-0.006	0.002	-0.026
Si	4.102	14.891	18.89	-0.02	0.018	-0.024
Si	6.737	1.502	18.904	0.047	-0.006	-0.031
Si	9.539	4.06	19.086	-0.016	0.003	-0.025
Si	6.797	6.804	19.029	-0.013	0.01	-0.028
Si	9.508	9.493	19.104	0.018	-0.01	0.002
Si	6.834	12.238	19.062	-0.016	0.018	-0.002
Si	9.54	15.025	19.047	0	0.025	-0.03
Si	12.205	1.41	19.063	0.007	-0.035	-0.017
Si	-1.332	4.105	18.923	0.021	-0.011	-0.047
Si	12.233	6.822	19.145	0	0.012	-0.003
Si	-1.355	9.464	19.116	-0.009	-0.002	-0.013
Si	12.239	12.205	19.002	-0.02	0.016	-0.034
Si	-1.338	14.926	19.008	-0.007	-0.001	-0.016
Si	0.003	-0.09	20.407	-0.001	-0.021	0.037
Si	2.711	2.63	20.454	0.008	-0.018	0.075
Si	0.032	5.353	20.363	-0.006	0.002	0.052
Si	2.724	8.237	20.42	-0.007	0.035	0.055
Si	-0.018	10.9	20.424	-0.013	0.014	0.041
Si	2.817	13.505	20.281	0.026	-0.046	0.032
Si	5.371	0.086	20.118	-0.014	-0.019	0.031
Si	8.022	2.795	20.389	-0.005	0.027	0.034
Si	5.432	5.483	20.429	-0.005	0.012	0.064
Si	8.131	8.135	20.455	-0.011	-0.02	0.044
Si	5.482	10.823	20.37	-0.006	-0.004	0.061
Si	8.194	13.623	20.398	0.033	-0.012	0.064
Si	10.839	0.119	20.482	-0.013	-0.013	0.067
Si	13.616	2.822	20.295	0.008	-0.004	0.062
Si	10.902	5.395	20.494	0.005	-0.005	0.039
Si	13.619	8.141	20.574	0	0.01	0.03
Si	10.911	10.843	20.42	0.035	-0.005	0.064
Si	13.638	13.545	20.328	0.006	-0.016	0.048
Si	1.619	14.957	21.596	-0.279	-0.073	-0.631
Si	3.793	0.908	21.659	0.094	0.288	-0.755
Si	1.078	3.729	21.725	0.199	0.126	-0.737
Si	4.353	7.139	21.68	-0.112	-0.086	-0.731
Si	1.599	9.842	21.747	-0.087	-0.151	-0.725
Si	3.923	11.943	21.68	0.076	0.18	-0.76
Si	6.915	15.313	21.398	0.081	-0.208	-0.672
Si	9.08	1.208	21.705	0.265	0.11	-0.697
Si	6.929	4.353	21.842	-0.123	-0.182	-0.684
Si	9.235	6.502	21.725	0.106	0.07	-0.763
Si	6.602	9.332	21.806	0.21	0.135	-0.69
Si	9.893	12.536	21.66	-0.384	-0.285	-0.796
Si	12.126	14.801	21.565	0.201	0.321	-0.74
Si	-1.191	1.599	21.542	-0.027	-0.22	-0.723
Si	12.59	4.334	21.799	-0.172	-0.074	-0.69
Si	-1.445	6.495	21.744	-0.001	0.202	-0.674
Si	12.406	9.734	21.876	-0.095	-0.216	-0.731
Si	14.661	11.951	21.763	0.125	0.166	-0.766
Si	8.124	3.937	29.005	0.013	0.064	0.008
Si	5.779	13.616	23.547	-0.038	-0.05	-0.214
Si	12.037	6.506	26.059	-0.053	-0.109	-0.018
Si	7.7	9.619	24.689	-0.026	0.021	-0.068
Si	0.39	7.97	23.929	0.051	-0.034	-0.189
Si	6.541	-0.174	30.936	-0.03	-0.016	0.151
Si	4.547	2.104	30.985	0.022	0.015	0.113
Si	-0.17	13.838	23.702	0.096	-0.097	-0.091
Si	12.568	0.918	25.655	-0.098	-0.015	0.034
Si	2.939	6	28.469	-0.036	-0.034	0.035
Si	2.083	3.925	24.671	0.008	-0.009	-0.161
Si	12.764	5.552	30.91	-0.05	0.037	0.113
Si	2.621	9.148	28.515	0.006	0.014	0.013
Si	10.482	8.323	24.015	0.055	0.087	-0.202
Si	13.94	2.826	30.919	-0.038	-0.056	0.19
Si	8.838	13.252	24.206	0.084	0.142	-0.05
Si	5.664	7.857	26.177	-0.005	-0.076	-0.162
Si	12.379	13.256	29.136	-0.047	-0.04	0.074
Si	5.193	13.443	26.389	-0.048	-0.03	0.041
Si	14.038	-0.276	23.599	-0.049	-0.025	-0.052
Si	3.076	11.563	26.963	0.017	-0.046	0.044
Si	11.177	-0.508	27.785	0.087	-0.101	-0.033
Si	1.944	-1.116	31.127	-0.047	-0.034	0.109
Si	9.067	0.966	29.622	0.003	0.129	0.036
Si	10.02	-0.456	25.164	-0.006	-0.104	0.038
Si	5.676	7.596	31.175	0.012	0.047	0.163
Si	-0.066	3.069	29.217	0.021	0.019	0.031
Si	3.24	-0.667	26.894	-0.025	0.004	-0.06
Si	5.751	5.132	27.241	0.043	-0.1	0.057
Si	-1.277	7.455	26.306	0.06	0.009	-0.042
Si	0.235	12.555	31.675	0.042	-0.035	0.148
Si	11.058	12.244	31.585	0.034	-0.066	0.032
Si	9.133	2.221	24.693	-0.012	-0.137	-0.128
Si	0.896	13.537	26.582	0.005	0.052	-0.001
Si	6.192	4.752	31.066	0.058	-0.12	0.143
Si	3.213	6.626	24.533	-0.005	0.105	-0.127
Si	11.846	3.611	24.759	-0.022	0.012	-0.103
Si	8.069	9.059	32.014	-0.116	-0.054	0.123
Si	4.262	11.349	29.504	-0.024	-0.023	0.052
Si	0.371	4.862	26.895	0.078	-0.024	0.066
Si	10.466	5.992	28.792	0.059	-0.01	-0.009
Si	-0.534	9.312	28.72	0.011	0.104	-0.048
Si	11.282	1.448	31.834	0.074	-0.023	0.085
Si	2.171	1.066	29.253	0.036	-0.066	0.059
Si	10.082	11.427	28.856	0.084	0.106	0.063
Si	6.285	3.378	24.787	0.016	-0.027	-0.251
Si	-0.936	12.283	28.776	-0.008	0.022	0.027
Si	4.041	1.446	24.681	-0.028	-0.047	-0.083
Si	9.057	8.82	29.062	0.084	-0.128	0.022
Si	6.16	9.397	28.592	0.104	-0.038	0.092
Si	7.948	12.09	26.689	0.022	-0.111	-0.02
Si	-1.181	7.529	30.94	0.079	-0.102	0.083
Si	4.539	13.913	31.143	0.047	-0.01	0.045
Si	1.099	5.459	30.771	0.003	0.047	0.038
Si	1.374	14.97	5.441	-0.009	-0.005	0.008
Si	4.079	1.363	5.417	-0.004	-0.007	0.002
Si	1.36	4.097	5.448	-0.004	-0.01	0.01
Si	4.076	6.821	5.399	-0.002	0.001	0.005
Si	1.399	9.513	5.425	0.004	-0.002	0.012
Si	4.071	12.239	5.398	0.004	-0.001	0.005
Si	6.789	14.947	5.422	0.008	-0.001	0.005
Si	9.519	1.331	5.482	0.001	-0.004	0.019
Si	6.786	4.105	5.411	-0.011	0.023	0.002
Si	9.494	6.794	5.441	0.015	0.015	0.006
Si	6.769	9.519	5.418	0.001	0.002	0.005
Si	9.505	12.219	5.436	0.017	0.008	-0.004
Si	12.25	14.966	5.517	-0.011	0.008	0.023
Si	14.977	1.367	5.455	-0.001	-0.013	0.006
Si	12.256	4.077	5.472	-0.005	-0.007	0.016
Si	14.976	6.792	5.439	0.003	-0.018	-0.001
Si	12.21	9.551	5.47	0	0.008	0.016
Si	14.982	12.231	5.477	-0.004	-0.008	0.012
Si	2.732	0.007	6.798	0.001	0.005	0.002
Si	5.436	2.73	6.776	-0.001	0.001	-0.004
Si	2.732	5.457	6.784	0.005	0.001	0.001
Si	5.425	8.164	6.788	-0.003	0.001	0.008
Si	2.736	10.882	6.79	0.004	-0.009	0.004
Si	5.432	13.587	6.779	0.001	-0.001	-0.006
Si	8.144	-0.025	6.811	0.004	-0.01	0.006
Si	10.883	2.713	6.818	0	-0.004	0
Si	8.139	5.442	6.802	0.001	-0.001	0.001
Si	10.864	8.155	6.801	0	-0.001	-0.003
Si	8.139	10.868	6.79	-0.004	-0.006	-0.003
Si	10.862	13.583	6.815	0.004	0.004	0.002
Si	13.62	0.016	6.836	0.001	0	0.001
Si	0.007	2.731	6.812	-0.003	0.005	-0.002
Si	13.616	5.443	6.816	0.002	0.002	0.001
Si	0.017	8.162	6.786	-0.003	0.006	-0.007
Si	13.596	10.888	6.825	-0.005	0.005	0.001
Si	0.016	13.611	6.813	0.003	0.002	0.001
Si	1.37	1.365	8.162	0.001	0.003	-0.001
Si	4.081	4.086	8.147	0.004	0.011	-0.003
Si	1.369	6.805	8.154	-0.002	-0.005	-0.012
Si	4.084	9.526	8.161	0.009	0.008	0.001
Si	1.369	12.234	8.159	-0.006	-0.002	-0.005
Si	4.084	14.953	8.151	0	-0.002	-0.007
Si	6.792	1.365	8.148	0.008	0.001	-0.009
Si	9.515	4.085	8.158	0.005	0.001	-0.005
Si	6.784	6.805	8.157	-0.004	0.002	0.003
Si	9.504	9.516	8.158	0.001	0	-0.006
Si	6.792	12.238	8.152	-0.005	0.001	0.003
Si	9.506	14.944	8.173	-0.014	-0.012	0.004
Si	12.24	1.362	8.183	-0.001	-0.006	0.001
Si	14.963	4.079	8.176	-0.007	-0.013	-0.002
Si	12.24	6.805	8.159	0.002	0.002	0.001
Si	14.964	9.51	8.155	-0.01	-0.008	-0.003
Si	12.237	12.246	8.179	0.01	0.008	0
Si	14.977	14.966	8.179	0.006	0.012	0.002
Si	0.013	0.007	9.532	-0.003	-0.003	-0.005
Si	2.724	2.728	9.516	-0.002	-0.005	-0.006
Si	0.008	5.445	9.519	0.001	0.001	-0.002
Si	2.722	8.164	9.517	0.001	0.008	-0.005
Si	0.001	10.875	9.515	-0.004	0.007	-0.003
Si	2.726	13.597	9.52	0.002	-0.004	0.001
Si	5.439	-0.001	9.512	-0.003	-0.003	-0.001
Si	8.158	2.718	9.514	-0.001	0.002	-0.001
Si	5.435	5.44	9.516	0	-0.006	-0.004
Si	8.15	8.159	9.521	-0.004	-0.001	0.002
Si	5.442	10.883	9.522	0.01	-0.006	-0.001
Si	8.15	13.588	9.528	0.007	0.005	-0.002
Si	10.873	-0.008	9.524	0.003	-0.003	0
Si	13.599	2.724	9.536	-0.009	0	0
Si	10.88	5.443	9.518	0.003	0	0.001
Si	13.602	8.158	9.521	0.003	-0.004	0.003
Si	10.872	10.873	9.519	0.001	-0.001	-0.001
Si	13.603	13.608	9.528	-0.002	0.012	0.002
Si	1.367	14.956	10.884	-0.003	0.004	0
Si	4.078	1.36	10.873	0	0.004	-0.001
Si	1.362	4.084	10.879	0	-0.004	-0.001
Si	4.078	6.8	10.877	0.007	-0.002	0
Si	1.359	9.515	10.879	0.001	-0.007	0
Si	4.082	12.238	10.885	0.004	-0.001	-0.003
Si	6.799	14.962	10.879	0.006	-0.002	0
Si	9.517	1.36	10.88	0.002	-0.005	-0.002
Si	6.801	4.082	10.874	0.002	0.003	-0.003
Si	9.52	6.804	10.877	-0.002	0.003	0.002
Si	6.801	9.525	10.883	-0.011	0.01	-0.001
Si	9.517	12.231	10.885	-0.005	0.008	0.002
Si	12.237	14.961	10.886	0.001	0.001	-0.001
Si	14.96	1.361	10.887	0.001	0	0
Si	12.237	4.085	10.887	0.004	-0.003	0.003
Si	14.961	6.797	10.88	-0.005	-0.005	0.002
Si	12.238	9.519	10.879	0	0.002	0.002
Si	14.961	12.235	10.876	-0.004	0	0
Si	2.72	0.004	12.242	0.009	-0.003	0.003
Si	5.442	2.719	12.228	0	-0.004	0
Si	2.719	5.442	12.239	-0.003	0	0.004
Si	5.439	8.162	12.232	0.012	0.003	-0.003
Si	2.723	10.868	12.24	-0.003	0.006	0.004
Si	5.444	13.6	12.24	-0.008	0.01	-0.002
Si	8.162	-0.002	12.243	-0.007	-0.001	0.002
Si	10.876	2.723	12.242	-0.004	0.004	0.004
Si	8.16	5.445	12.235	0	-0.004	0.005
Si	10.881	8.161	12.242	0.01	0	0.003
Si	8.164	10.876	12.251	0.006	-0.01	0.001
Si	10.882	13.592	12.241	0.003	0.003	-0.003
Si	13.595	0.002	12.245	-0.006	-0.005	0.001
Si	-0.006	2.729	12.239	-0.002	-0.005	0.002
Si	13.603	5.44	12.247	-0.005	-0.001	0.005
Si	-0.003	8.155	12.241	-0.006	0	0.003
Si	13.596	10.881	12.239	0.007	0.009	0.002
Si	0.002	13.59	12.236	-0.003	-0.001	0
Si	1.346	1.365	13.592	-0.011	0.009	0.001
Si	4.088	4.082	13.587	0.01	-0.009	0.007
Si	1.352	6.79	13.603	0.004	0.003	0.011
Si	4.075	9.5	13.603	0.006	-0.004	-0.001
Si	1.361	12.225	13.596	0.002	-0.001	0.005
Si	4.087	14.965	13.595	-0.003	0.002	0.004
Si	6.799	1.365	13.595	0.004	-0.006	0.005
Si	9.516	4.088	13.599	-0.005	0.004	0.006
Si	6.811	6.82	13.591	-0.016	0	-0.002
Si	9.53	9.521	13.613	-0.006	0.003	0.01
Si	6.802	12.239	13.603	0.001	0.016	0.002
Si	9.53	14.957	13.597	0.008	-0.004	-0.006
Si	12.24	1.37	13.606	0.001	-0.001	0.008
Si	14.959	4.081	13.615	0.001	-0.005	0.001
Si	12.241	6.8	13.601	0.001	-0.002	-0.001
Si	14.955	9.519	13.593	-0.009	0.002	-0.001
Si	12.236	12.233	13.61	-0.001	0.006	0
Si	14.948	14.942	13.59	0.007	0.002	0.001
Si	-0.026	-0.004	14.935	0	-0.003	0
Si	2.713	2.73	14.937	0.003	0.001	0.002
Si	-0.001	5.437	14.981	-0.011	0	-0.002
Si	2.709	8.14	14.969	0.002	-0.013	-0.003
Si	0.001	10.862	14.958	0.002	0.001	0
Si	2.731	13.59	14.937	0.007	0.017	-0.008
Si	5.443	0.007	14.96	0.004	-0.003	-0.003
Si	8.15	2.733	14.956	-0.003	0	0.003
Si	5.445	5.462	14.933	0.013	-0.003	-0.003
Si	8.176	8.16	14.974	0	-0.001	-0.003
Si	5.446	10.859	14.948	-0.008	-0.001	0.002
Si	8.174	13.596	14.957	-0.007	-0.002	0.005
Si	10.886	0.001	14.959	-0.006	-0.012	0.001
Si	13.591	2.73	14.979	-0.007	0.002	0.006
Si	10.876	5.447	14.962	0.009	0.005	0
Si	13.597	8.165	14.958	0.007	0.004	-0.003
Si	10.886	10.876	14.986	0.007	0.003	0.001
Si	13.599	13.588	14.971	0.004	0.001	0
O	2.656	-0.198	22.051	0.176	0.152	0.11
O	1.737	7.299	24.529	-0.097	-0.145	0.093
O	-0.061	2.623	22.125	0.15	-0.209	0.372
O	10.723	2.505	32.915	0.155	0.162	-0.204
O	2.069	-0.356	32.549	0.299	-0.097	-0.152
O	12.803	15.213	22.985	-0.234	0.083	0.617
O	14.223	1.109	22.804	-0.239	0.418	0.329
O	-1.701	2.88	32.395	0.06	0.191	-0.022
O	7.51	10.772	25.823	-0.544	0.075	0.165
O	-0.978	12.574	23.109	0.009	-0.028	0.253
O	0.161	1.259	33.351	-0.02	0.06	-0.496
O	9.551	12.182	23.221	0.102	-0.603	0.307
O	1.232	14.059	22.922	0.571	-0.416	0.134
O	8.122	5.41	22.267	-0.046	0.012	0.497
O	11.753	0.108	32.607	-0.426	-0.151	-0.197
O	5.707	12.151	33.549	0.057	-0.016	-0.177
O	10.454	15.093	26.521	-0.101	-0.686	0.138
O	7.706	9.103	28.215	0.101	-0.059	-0.559
O	12.006	3.629	23.146	-0.085	-0.333	0.059
O	5.723	4.554	25.73	-0.428	0.469	-0.1
O	13.698	14.845	33.411	0.195	0.187	-0.468
O	6.337	5.067	32.64	-0.394	0.103	-0.12
O	10.019	1.186	30.895	-0.229	0.078	0.144
O	8.655	9.241	30.553	0.172	0.104	0.085
O	4.454	1.975	32.596	-0.052	-0.275	0.095
O	10.954	6.813	33.548	0.053	-0.075	-0.306
O	11.792	11.111	32.492	0.013	-0.294	-0.231
O	5.461	8.227	22.213	0.041	-0.191	0.354
O	6.196	3.793	23.204	-0.45	-0.165	0.016
O	-0.493	6.99	22.979	0.211	-0.126	0.349
O	4.408	14.568	27.266	0.164	-0.137	0.299
O	8.463	3.864	33.496	-0.136	0.011	-0.4
O	13.597	4.296	30.34	0.39	0.088	-0.805
O	1.839	14.841	26.733	-0.332	0.112	-0.188
O	-1.072	8.198	27.704	-0.134	-0.107	0.073
O	4.405	1.221	23.121	0.246	-0.04	-0.005
O	9.992	0.256	28.532	-0.083	0.084	-0.007
O	4.16	14.006	32.707	-0.289	0.227	-0.116
O	13.473	7.221	26.098	0.065	0.043	-0.143
O	-1.319	2.24	29.838	-0.032	-0.503	-0.211
O	6.801	8.352	25.146	-0.105	-0.383	-0.422
O	9.444	14.77	24.114	0.016	0.151	-0.278
O	5.27	14.16	24.954	-0.32	0.268	-0.039
O	1.334	-0.079	30.052	-0.723	-0.148	-0.074
O	-1.166	8.95	30.168	-0.289	0.578	0.082
O	7.291	13.109	23.763	0.059	-0.493	-0.012
O	-1.002	12.926	32.632	-0.381	-0.026	-0.366
O	13.716	5.446	22.277	-0.095	-0.023	0.57
O	7.034	7.812	32.049	0.025	-0.509	0.427
O	2.963	3.928	33.474	0.118	-0.061	-0.134
O	3.063	0.421	28.073	0.388	0.043	-0.022
O	1.083	13.883	31.382	0.116	-0.091	-0.079
O	5.753	8.594	29.926	-0.271	-0.026	-0.028
O	-0.887	7.756	32.512	0.271	-0.059	0.061
O	7.337	10.41	32.514	-0.253	0.218	-0.29
O	1.779	12.218	26.297	-0.284	-0.435	-0.656
O	9.46	4.74	28.563	0.289	-0.347	-0.316
O	11.968	14.761	28.709	0.019	0.112	0.394
O	0.827	3.9	25.68	-0.381	-0.384	-0.153
O	7.984	0.041	22.059	0.004	0.063	0.229
O	0.534	3.989	30.411	-0.176	-0.37	0.333
O	1.625	4.266	23.156	0.277	0.388	0.246
O	7.665	4.423	30.484	0.271	0.172	0.474
O	4.749	12.516	22.971	-0.161	-0.132	0.527
O	1.303	5.586	32.363	-0.195	0.068	-0.225
O	3.068	5.129	25.113	0.224	-0.173	0.543
O	-0.346	12.066	30.264	0.122	-0.467	-0.076
O	0.851	9.268	23.081	-0.209	0.371	0.419
O	13.671	6.876	30.756	-0.378	0.439	-0.126
O	4.286	5.222	27.97	-0.162	-0.161	-0.13
O	13.661	9.48	33.389	-0.057	0.045	-0.239
O	7.88	-0.04	30.053	-0.106	-0.269	-0.195
O	7.17	10.01	23.189	0.162	0.557	0.024
O	4.503	12.343	30.743	-0.094	-0.163	0.469
O	1.062	9.204	28.875	-0.025	-0.04	0.418
O	8.715	11.876	28.102	-0.348	0.109	0.373
O	13.913	12.945	28.783	-0.049	0.207	-0.106
O	8.418	14.789	33.503	0.197	-0.056	-0.48
O	8.466	2.355	29.044	-0.216	-0.072	-0.282
O	5.948	14.637	30.804	0.242	-0.284	-0.334
O	2.827	2.508	24.759	-0.504	-0.267	0.309
O	6.657	13.045	26.954	-0.095	0.038	0.566
O	1.132	11.41	32.404	0	0.094	-0.216
O	5.595	6.137	30.489	-0.149	0.167	-0.368
O	3.336	12.173	28.456	-0.248	0.686	0.26
O	4.291	7.443	25.42	-0.129	0.203	-0.032
O	3.615	0.144	25.534	-0.151	-0.098	-0.069
O	12.161	5.085	25.305	0.25	0.131	-0.14
O	12.54	5.166	32.469	-0.018	-0.549	-0.211
O	11.442	6.213	27.53	0.164	-0.147	-0.105
O	5.338	9.007	27.263	-0.368	0.529	-0.295
O	9.017	12.833	25.74	0.66	-0.041	0.246
O	11.625	9.174	23.211	-0.083	0.196	0.226
O	10.023	11.666	30.472	-0.466	0.065	0.359
O	5.422	2.08	25.22	0.128	-0.478	0.315
O	3.118	1.917	30.263	-0.206	0.334	-0.101
O	3.426	9.953	29.701	0.108	-0.411	0.533
O	0.002	13.272	27.902	0.104	0.253	0.242
O	10.244	13.195	32.591	-0.086	0.243	-0.125
O	2.756	10.917	22.228	-0.145	0.231	0.211
O	3.11	7.615	28.353	0.492	0.04	0.136
O	11.394	12.225	28.344	0.037	-0.256	-0.551
O	5.498	0.937	30.411	0.074	-0.016	-0.539
O	4.454	7.845	32.207	-0.192	0.043	-0.42
O	-0.009	6.571	30.349	0.145	0.196	-0.658
O	9.308	8.758	32.968	0.457	0.525	-0.216
O	1.07	2.073	28.651	0.002	0.03	-0.576
O	12.832	2.494	25.411	0.505	0.086	0.05
O	-0.563	6.017	26.295	0.031	-0.275	-0.458
O	2.839	9.973	27.117	-0.081	-0.337	-0.439
O	3.36	14.779	30.464	0.113	0.141	-0.488
O	8.963	0.76	25.403	-0.477	0.057	0.09
O	-0.597	8.367	25.145	-0.324	0.385	-0.062
O	6.842	4.249	28.055	-0.231	-0.36	-0.229
O	2.518	5.684	30.01	0.315	-0.14	0.212
O	9.541	7.302	28.979	-0.211	0.104	0.254
O	4.388	12.041	26.151	0.333	-0.358	-0.179
O	9.899	7.186	23.033	0.196	-0.324	0.032
O	11.085	7.545	25.282	-0.043	0.291	0.469
O	11.032	13.662	21.895	-0.074	0.083	0.098
O	-0.045	13.695	25.288	-0.244	-0.035	0.372
O	10.225	9.83	28.574	0.605	-0.338	-0.468
O	5.73	10.936	28.915	0.339	0.187	-0.129
O	6.279	6.644	27.054	0.658	0.197	0.379
O	1.675	5.523	27.583	-0.145	0.072	0.048
O	-0.485	4.013	27.973	-0.592	-0.004	-0.236
O	5.849	14.855	22.541	-0.285	0.086	0.271
O	6.803	0.183	32.495	-0.047	0.625	0.064
O	12.166	13.077	30.739	0.315	0.314	0.337
O	11.342	0.386	24.704	-0.087	0.048	-0.734
O	-0.951	15.2	23.382	0.258	0.364	-0.35
O	12.556	1.994	31.005	-0.12	-0.297	-0.201
O	5.172	3.565	30.686	-0.257	0.216	-0.503
O	3.718	6.487	23.014	-0.324	-0.426	-0.115
O	12.233	0.586	27.199	0.277	0.504	0.548
O	10.359	3.145	25.191	-0.32	0.377	0.69
O	7.833	3.075	25.071	0.09	0.278	0.253
O	2.807	9.527	33.286	0.03	-0.027	-0.198
O	-0.983	10.774	28.184	-0.268	-0.122	-0.274
O	9.37	1.979	23.107	0.532	0.213	-0.126
O	9.274	9.255	24.551	0.208	0.172	0.251
O	11.372	5.747	30.114	-0.209	0.018	0.34
O	13.844	0.054	25.165	0.373	-0.216	0.425
O	13.539	10.86	22.288	-0.072	-0.135	0.597

Results
total energy: -101656.292 eV
total energy less fixed offsets of O -438.35, Si -107.03 eV per atom: -3.092 eV
